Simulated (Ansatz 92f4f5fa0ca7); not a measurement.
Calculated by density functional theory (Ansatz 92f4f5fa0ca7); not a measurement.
Periodic cell of 222 atoms, Si131O89P2, from a study of silicon, its oxide and their interface. The atomic structure is a simulated model.
Doubt: the cutoff is far below the 930 eV that the study's wrapper takes by default for these files, so forces and energies are approximate.
This geometry differs little from another in the collection (a relaxation step or a small displacement).

Settings
functional: PBE
potential files: Ansatz PAW
basis: plane waves
wave-function cutoff: 580 eV
density cutoff ratio: 5
exchange-correlation grid ratio: 1
k mesh: 1 x 1 x 1, Gamma-centred
self-consistency stop: 5e-08 eV per atom in the density residual
occupations: fixed
spin: none
net charge: 0

Cell vectors (angstrom)
a	10.938	0	0
b	0	10.938	0
c	0	0	32.1988

Atoms: element, x, y, z (angstrom)
Si	10.5897	0.2312	24.8702
Si	5.7423	10.6861	24.7579
Si	2.4781	2.9249	24.6493
Si	8.4231	2.4697	24.8322
Si	0.2759	5.1744	24.7579
Si	5.1543	5.7559	24.6868
Si	2.9377	8.0122	24.5999
Si	7.9421	8.4433	24.7438
Si	1.3299	1.3896	26.0419
Si	6.8465	1.3173	26.1305
Si	4.0448	4.1157	25.9884
Si	9.6052	4.0692	26.0865
Si	1.4007	6.8334	26.0012
Si	6.7665	6.857	26.0289
Si	4.101	9.5397	26.0025
Si	9.4699	9.5751	26.1524
Si	2.7259	-0.0036	27.3485
Si	8.1634	-0.014	27.5617
Si	0.008	2.7262	27.491
Si	5.438	2.7533	27.3645
Si	2.729	5.4738	27.428
Si	8.1831	5.4761	27.3592
Si	-0.0027	8.1867	27.3745
Si	5.4367	8.2031	27.4516
Si	4.0811	1.3728	28.7438
Si	9.5729	1.3642	28.8406
Si	1.3637	4.1185	28.8072
Si	6.8263	4.1031	28.7487
Si	4.0907	6.826	28.8018
Si	9.5589	6.83	28.7536
Si	1.3688	9.5659	28.7458
Si	6.7865	9.556	28.8492
Si	0.0154	-0.0164	30.1539
Si	5.435	0.0256	30.1588
Si	2.7331	2.7369	30.1448
Si	8.1903	2.749	30.1515
Si	-0.0132	5.4798	30.1503
Si	5.4741	5.4643	30.1462
Si	2.7247	8.2086	30.1439
Si	8.2051	8.1938	30.153
Si	1.3673	1.3673	31.515
Si	6.8362	1.3673	31.515
Si	4.1018	4.1018	31.515
Si	9.5708	4.1018	31.515
Si	1.3673	6.8362	31.515
Si	6.8362	6.8362	31.515
Si	4.1018	9.5708	31.515
Si	9.5708	9.5708	31.515
Si	2.7345	0	0.6835
Si	8.2035	0	0.6835
Si	0	2.7345	0.6835
Si	5.469	2.7345	0.6835
Si	2.7345	5.469	0.6835
Si	8.2035	5.469	0.6835
Si	0	8.2035	0.6835
Si	5.469	8.2035	0.6835
Si	4.1086	1.3632	2.0476
Si	9.5484	1.3632	2.0435
Si	1.3447	4.1381	2.0213
Si	6.8477	4.0928	2.0561
Si	4.0919	6.8519	2.0406
Si	9.5702	6.8359	2.048
Si	1.3701	9.5614	2.0561
Si	6.8296	9.5834	2.042
Si	-0.0498	-0.03	3.3763
Si	5.4756	-0.0032	3.4414
Si	2.7283	2.7867	3.3317
Si	8.1871	2.7006	3.4522
Si	-0.0072	5.4772	3.4373
Si	5.4797	5.5031	3.3678
Si	2.7482	8.2119	3.4503
Si	8.1953	8.21	3.3866
Si	1.3006	1.4294	4.5872
Si	6.8242	1.3242	4.8762
Si	4.1329	4.1276	4.6875
Si	9.5517	4.0898	4.7923
Si	1.3862	6.8349	4.8201
Si	6.8021	6.8902	4.7445
Si	4.1226	9.5882	4.8428
Si	9.543	9.5331	4.7885
Si	2.7029	0.1856	5.9372
Si	8.1635	-0.1031	6.2565
Si	-0.0185	2.6845	6.1008
Si	5.3613	2.7237	6.1259
Si	2.803	5.4637	6.1246
Si	8.1153	5.4508	6.0688
Si	0.0012	8.1878	6.1768
Si	5.5105	8.2293	6.2602
P	3.9109	1.477	7.4179
Si	9.7661	1.101	7.47
Si	1.6989	3.7533	7.2857
Si	6.5441	4.3282	7.4516
Si	4.373	6.613	7.5274
Si	9.3598	6.9017	7.4278
Si	1.1584	9.9605	7.2721
Si	7.1582	9.1953	7.7466
O	8.3285	8.0584	7.9821
O	2.795	2.6351	7.8829
O	9.5202	1.356	24.2796
O	4.0535	6.8722	24.1169
O	0.0027	0.02	7.9485
O	5.4684	5.4674	8.0134
O	6.8521	9.5773	24.2114
O	1.3651	4.0633	24.169
O	3.8231	7.3637	8.9123
O	1.0522	4.3988	8.6443
O	9.8687	6.0341	8.7511
O	2.1565	9.4392	8.4702
O	7.3536	3.7822	8.7824
O	6.7401	9.5726	9.2971
O	9.0044	1.6921	8.8135
O	7.7051	3.1464	23.5239
O	10.5012	5.8557	23.4508
O	5.1021	0.4516	23.4244
O	5.8663	5.0955	23.3587
O	3.1065	2.2153	23.2879
O	2.298	8.7324	23.2378
O	8.6223	7.7672	23.4035
O	0.2325	10.3574	23.5845
Si	4.3933	1.5764	22.4889
Si	3.5396	7.9406	14.0569
Si	7.1451	0.9776	14.7238
Si	0.9496	9.3684	22.5292
Si	1.2618	4.3104	11.8993
Si	6.3146	8.9736	15.3601
Si	0.7066	1.3818	12.3157
Si	8.6459	4.9606	20.5314
Si	0.4093	5.7047	9.3546
Si	5.1291	3.1405	18.0215
Si	0.8959	3.7436	16.7445
Si	10.4341	2.8681	19.2524
P	5.0925	1.0844	10.5635
Si	0.9101	0.1913	19.8583
Si	6.7491	9.4683	10.9456
Si	9.3649	9.6902	18.3397
Si	9.4832	9.2319	12.5981
Si	6.5741	3.846	22.5894
Si	2.4418	8.1168	9.3637
Si	10.6202	7.3721	17.1057
Si	2.5347	6.3012	16.5945
Si	10.2218	4.4976	14.1695
Si	6.1629	9.1974	18.5472
Si	7.7776	2.4393	9.5975
Si	8.889	2.1366	12.4406
Si	5.364	6.2562	18.0992
Si	3.9413	0.5603	19.5039
Si	4.3751	3.8678	12.1797
Si	5.6048	6.6233	12.1992
Si	8.0311	2.5195	17.2754
Si	4.3918	2.5201	15.0384
Si	1.5756	1.2206	15.2788
Si	1.644	9.4334	12.0563
Si	8.1106	6.8712	13.926
Si	10.4314	9.8408	15.5113
Si	9.8119	7.0292	22.5643
Si	8.1349	5.4925	17.4317
O	6.1316	7.9693	11.3538
O	6.0364	9.2147	16.9322
O	7.7665	1.358	13.2826
O	0.9044	1.7471	13.894
O	9.469	6.2469	16.9105
O	6.7963	6.2337	13.231
O	5.1614	4.6837	18.6725
O	9.2519	2.1721	18.3206
O	2.3908	0.1057	19.0904
O	9.4488	10.2397	16.7786
O	2.878	4.3858	11.7492
O	5.0907	10.3343	19.1376
O	9.4591	3.3163	13.3752
O	0.4918	1.7833	19.9737
O	3.1882	1.3922	15.0793
O	8.1868	5.3832	19.0436
O	3.9192	6.5884	17.4098
O	4.5912	3.287	16.4747
O	9.1207	5.679	14.3517
O	5.4493	2.7651	22.135
O	10.6822	4.0867	15.6634
O	0.3546	3.8828	18.2802
O	10.4502	10.5338	19.2275
O	9.7132	10.0316	14.0442
O	10.9094	8.1369	22.1003
O	1.2297	2.1612	16.5585
O	9.7741	3.778	20.4416
O	8.1495	4.0383	16.7099
O	0.0441	9.0782	11.9365
O	6.6145	2.4425	18.0841
O	5.7932	10.7516	11.4457
O	7.7764	9.6073	18.8622
O	10.0633	1.0443	12.0472
O	1.2467	7.0637	9.0788
O	0.6887	4.7839	13.3618
O	5.7263	7.636	19.0118
O	5.3108	5.1059	11.5911
O	2.7414	7.0124	15.1409
O	0.9612	2.753	11.4849
O	0.9146	10.685	15.5767
O	2.4738	8.6386	10.8976
O	4.9601	2.4283	11.5752
O	4.2758	3.6235	13.8194
O	2.1987	4.6987	16.473
O	10.7399	8.2507	15.7246
O	6.948	10.3133	14.7178
O	2.4195	8.9802	13.4348
O	8.0444	1.5212	15.9839
O	4.1664	7.008	12.8768
O	4.2051	2.0287	18.7991
O	7.3108	4.4112	21.2693
O	8.2876	2.8154	11.09
O	1.2122	6.8763	17.3903
O	5.6936	1.6335	14.7895
O	8.2681	9.7392	11.5799
O	9.2048	6.3058	21.2492
O	9.0168	7.7147	12.8963
O	1.6901	0.1395	11.9049
O	6.6684	6.1597	17.0908
O	7.4796	7.8377	15.1006
O	1.2323	10.3023	21.2319
O	10.0509	8.2086	18.3768
O	3.9473	0.8306	21.119
O	0.4418	5.3398	10.9281
O	6.4366	1.4939	9.7039
O	4.8388	8.6896	14.7116

Results
free energy: -135403.844 eV
free energy less fixed offsets of O -568.88, P -755.39, Si -635.61 eV per atom: 2.166 eV

Forces (eV/angstrom), in the order of the atoms: element, x, y, z
Si	-0.0146	0.0169	-0.0296
Si	0.0017	-0.0046	0.0163
Si	-0.0075	0.0033	-0.0162
Si	0.0104	-0.0004	0.0244
Si	-0.0098	0.0053	0.0162
Si	0.0121	0.0064	-0.0117
Si	-0.0032	0.0152	-0.0122
Si	-0.0111	0.0107	-0.0058
Si	-0.0105	0.0022	0.0075
Si	0.0147	-0.0078	-0.0047
Si	0.0055	-0.0016	-0.006
Si	0.009	-0.011	-0.0073
Si	-0.0008	-0.0068	-0.0125
Si	-0.0041	-0.0023	0.0012
Si	0.0094	-0.0044	-0.0034
Si	0.0009	0.0081	0.0028
Si	0.0089	-0.0049	0.0331
Si	0.0062	0.0179	-0.08
Si	-0.0183	-0.0075	-0.0636
Si	0.0041	-0.0045	0.03
Si	-0.0119	-0.0046	-0.0168
Si	0.0022	0.0005	0.0294
Si	0.003	0	0.0307
Si	0.0135	0.02	-0.039
Si	-0.0165	0.0087	-0.0267
Si	0.0194	-0.0046	0.0599
Si	0.0185	0.0187	0.0487
Si	-0.0048	0.0114	-0.0302
Si	0.0072	-0.0141	0.0399
Si	-0.006	-0.0071	-0.0233
Si	0.0028	-0.0032	-0.0314
Si	-0.0406	-0.0277	0.0671
Si	-0.0129	0.0127	-0.0011
Si	0.0213	-0.02	-0.0092
Si	-0.0009	0.0024	-0.0016
Si	0.0011	-0.0063	-0.006
Si	-0.0001	-0.0088	-0.0079
Si	-0.0105	0.0024	-0.0003
Si	-0.0027	-0.0023	-0.0024
Si	-0.003	0.0072	-0.0051
Si	0.0668	-0.0375	0.0117
Si	-0.0701	0.0695	-0.0204
Si	0.0613	-0.0618	-0.0045
Si	-0.079	0.0655	-0.0104
Si	-0.0542	0.0822	-0.0601
Si	0.0284	-0.104	0.0463
Si	-0.147	0.0342	0.005
Si	0.0469	-0.0621	0.0214
Si	-0.0033	-0.0715	0.0815
Si	-0.1236	0.0168	-0.1812
Si	-0.1416	-0.014	-0.0234
Si	0.0812	-0.0142	0.0464
Si	-0.0689	0.2096	-0.1938
Si	0.079	-0.117	0.0419
Si	0.0712	-0.0947	0.0285
Si	-0.0077	0.1041	-0.0828
Si	-0.0157	0.0006	0.0151
Si	-0.0047	0.0437	-0.0212
Si	-0.004	0.0021	0.021
Si	-0.0098	0.0022	-0.0009
Si	-0.0481	0.0119	-0.0143
Si	-0.0014	0.0013	0.0211
Si	-0.0125	0.0228	-0.0072
Si	0.0131	-0.0196	0.0283
Si	-0.0169	-0.1085	-0.0405
Si	-0.0005	0.022	0.0287
Si	0.0497	0.0298	-0.0684
Si	-0.0378	-0.0117	0.0584
Si	0.0327	0.0058	0.0312
Si	0.0757	0.0024	-0.0392
Si	0.0262	-0.0013	0.0464
Si	-0.0016	0.0257	-0.0273
Si	-0.0099	0.1058	0.059
Si	0.0111	0.0152	-0.0332
Si	-0.1488	0.0175	0.0638
Si	-0.0065	0.0314	-0.0642
Si	-0.0564	0.009	-0.0629
Si	0.0182	0.0094	0.0485
Si	0.018	-0.0311	-0.0584
Si	-0.0393	0.0174	0.0499
Si	0.0459	-0.0487	0.0639
Si	0.0658	-0.0345	0.0598
Si	0.0202	-0.0782	0.0542
Si	0.0392	-0.0858	-0.0196
Si	0.1289	-0.0497	0.0265
Si	-0.027	0.0161	0.0062
Si	0.0153	0.0061	-0.0479
Si	0.0322	-0.0264	0.0853
P	-0.1103	0.0666	-0.0006
Si	-0.024	-0.0339	-0.0748
Si	0.046	-0.0429	0.0521
Si	0.0361	0.0796	0.0621
Si	-0.0527	-0.0196	-0.0938
Si	-0.0821	0.0792	0.017
Si	-0.0344	0.0094	0.0849
Si	0.0616	0.0251	-0.2071
O	-0.0274	-0.0581	0.0579
O	-0.0169	0.0249	-0.0327
O	0.0087	-0.0078	-0.0033
O	0.0008	-0.0052	0.0272
O	0.0275	0.0359	0.0093
O	0.0018	-0.0171	-0.0022
O	0.0005	-0.0041	-0.0007
O	0.0098	-0.0021	0.0121
O	0.0074	0.0021	0.0243
O	-0.0148	0.025	-0.0145
O	0.0166	-0.0125	-0.0258
O	0.0263	-0.023	-0.0067
O	-0.023	-0.0163	-0.0444
O	-0.0071	-0.0228	0.0572
O	-0.0041	0.003	-0.0077
O	-0.012	0.0052	0.0015
O	-0.0049	0.0052	-0.0059
O	-0.0051	0.0128	-0.0014
O	0.0001	-0.001	0.002
O	0.0016	-0.0003	0.0093
O	-0.0007	-0.0001	0.0013
O	0.0063	-0.0023	0.0107
O	0.0094	-0.0113	0.0214
Si	0.0064	-0.0031	-0.0077
Si	0.0075	-0.0038	-0.0012
Si	0.0056	0.0058	-0.0024
Si	0.0003	0.0027	-0.0028
Si	-0.0088	0.0031	0.005
Si	0.0003	-0.0012	-0.0001
Si	-0.0044	0.0063	0.0009
Si	0.0022	0.0023	-0.009
Si	0.0171	-0.032	-0.0023
Si	0.0055	-0.0019	-0.0067
Si	-0.0005	-0.0004	-0.0079
Si	0.0022	-0.0019	-0.0111
P	0.1273	0.0497	-0.0028
Si	0.0052	-0.0016	-0.0083
Si	0.0045	0.0168	-0.0224
Si	0.0038	0.0017	-0.0076
Si	0.0012	0.0006	0.0026
Si	0.0051	-0.0022	-0.0065
Si	-0.0026	0.0272	-0.0192
Si	0.0016	-0.0013	-0.0058
Si	0.0047	-0.0017	-0.0036
Si	0.008	-0.0102	-0.0072
Si	0.0013	0.0009	-0.0104
Si	0.0016	-0.0052	0.0023
Si	-0.0067	0.0151	-0.0256
Si	0.0057	-0.0003	-0.0097
Si	0.0012	0.001	-0.01
Si	-0.0117	0.0089	0.0129
Si	-0.0031	0.0065	0.0085
Si	0.0037	-0.001	-0.0043
Si	0.0083	0.0022	0.0032
Si	-0.0028	0.0011	-0.0006
Si	0.0057	-0.0031	0.0005
Si	-0.0012	0.0005	-0.0037
Si	0.0028	0.0012	-0.003
Si	0.006	-0.0018	-0.009
Si	0.0028	-0.0009	-0.0062
O	0.0076	-0.0135	0.0099
O	0.0026	0	0.0031
O	-0.0076	-0.008	0.0108
O	0.0039	-0.0022	0.0037
O	0.0026	0.0019	0.0067
O	0.0174	0.0066	0.007
O	0.0008	0.0011	0.0094
O	0.0024	0.0005	0.0075
O	0.0028	-0.0009	0.0077
O	0.0038	-0.0018	0.0046
O	0.0121	-0.0006	0.0061
O	0.0036	-0.0016	0.0091
O	0.0069	0.0073	0.0061
O	0.0023	0.0009	0.0101
O	0.0062	-0.0014	0.0018
O	0.0001	-0.0003	0.003
O	-0.0003	-0.001	0.007
O	-0.0005	-0.0028	-0.0015
O	0.0026	0.002	0.0042
O	-0.0021	0.0001	0.0064
O	0.0068	0	0.0085
O	0.0044	0.0011	0.0059
O	0.0013	-0.001	0.008
O	0.0048	0.0003	0.007
O	0.0007	0.0001	0.0064
O	0.0056	-0.0006	0.0052
O	0.0031	-0.0014	0.0094
O	0.0013	0.0008	0.0069
O	0.0004	-0.0004	-0.0005
O	0.0022	-0.0002	0.009
O	-0.0573	0.0055	0.013
O	0.0034	-0.0013	0.0111
O	0.0127	-0.0014	0.0028
O	-0.0008	-0.0019	0.0013
O	0.0029	0.0016	0.0003
O	0.0031	-0.0023	0.0098
O	-0.0037	-0.0072	0.0002
O	0.0025	0.0008	0.0042
O	0.0097	-0.0067	0.0034
O	0.003	-0.0011	0.0062
O	-0.0053	0.0114	0.0055
O	-0.0047	-0.0421	-0.0233
O	0.0017	0.0008	0.0027
O	0.0016	0.0004	0.0057
O	0.0019	0	0.0035
O	0.0019	-0.0069	0.0056
O	0.0026	0.0012	0.0006
O	0.0021	-0.0019	0.0026
O	0.001	0.0013	0.0022
O	0.0038	0.0018	0.0075
O	0.0042	0.0021	0.006
O	0.0084	-0.0049	0.0243
O	0.0026	0.0004	0.0079
O	-0.0044	0.0031	0.0015
O	0.0077	-0.0117	0.0105
O	-0.0023	-0.0035	0.0045
O	0.0021	-0.0087	0.0064
O	0.0031	-0.0004	0.0013
O	0.0042	-0.0003	0.0061
O	-0.0001	-0.0047	-0.0029
O	-0.0028	0.0019	0.0071
O	0.0031	-0.0011	0.0077
O	-0.0008	-0.0032	0.0038
O	0.0056	0.0007	0.0026
O	-0.044	-0.0073	-0.0012
O	0.0051	0.0012	0.0068

The program warned: the cutoff lies below the one the program advises for these potential files; the forces do not sum to zero within the program's tolerance; the exchange-correlation potential is rough where the density is thin.
